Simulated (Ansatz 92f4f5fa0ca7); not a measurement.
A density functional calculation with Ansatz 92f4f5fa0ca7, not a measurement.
Periodic cell of 296 atoms, Si152O112H32, with a vacuum gap, from a study of silicon, its oxide and their interface. The atomic structure is a simulated model.

Settings
functional: r2SCAN
potential files: Ansatz PAW
basis: plane waves
wave-function cutoff: 800 eV
density cutoff ratio: 5
exchange-correlation grid ratio: 1
k mesh: 1 x 1 x 1, shifted by 0.5 0.5 0 of a step
self-consistency stop: 1e-11 eV per atom in the density residual
occupations: fixed
spin: none
net charge: 0
applied field: sawtooth along c, amplitude -0.015 V/angstrom in the program's sign convention, ramp centred at 0.9899 of c and 0.0201 of c wide, no dipole correction

Cell vectors (angstrom)
a, 10.888, 0, 0
b, 0, 10.888, 0
c, 0, 0, 49.6926

Atoms: element, x, y, z (angstrom)
Si, 0.8807, -0.2393, 34.1834
Si, 2.9762, 2.4966, 34.7213
Si, -0.1626, 5.6853, 34.73
Si, 2.8031, 8.242, 34.7314
Si, 5.2235, 0.3408, 34.7462
Si, 7.9727, 2.9688, 34.8125
Si, 5.6792, 5.0832, 34.5786
Si, 8.446, 7.829, 34.6037
Si, 1.4711, 1.2575, 35.9343
Si, 4.1345, 4.0585, 36.0125
Si, 1.4155, 6.8402, 36.0182
Si, 4.1876, 9.5567, 36.0437
Si, 6.7857, 1.426, 36.0945
Si, 9.5535, 4.1365, 36.0472
Si, 6.8078, 6.7163, 35.8671
Si, 9.5021, 9.436, 35.923
Si, 0.0257, 2.6397, 37.2459
Si, 2.775, -0.0266, 37.4056
Si, 0.0395, 8.2062, 37.3665
Si, 2.7471, 5.4287, 37.3275
Si, 5.4321, 2.7384, 37.4662
Si, 8.189, -0.0264, 37.2921
Si, 5.5294, 8.1218, 37.2941
Si, 8.1706, 5.4761, 37.3783
Si, 1.3735, 4.0205, 38.6362
Si, 4.0853, 1.3494, 38.7732
Si, 1.3869, 9.5343, 38.7452
Si, 4.1162, 6.8022, 38.6671
Si, 6.8205, 4.1156, 38.7489
Si, 9.5432, 1.3377, 38.6541
Si, 6.8529, 9.4942, 38.6746
Si, 9.5417, 6.8349, 38.7061
Si, -0.0011, 0.0109, 40.0619
Si, 2.7066, 2.7199, 40.0772
Si, 0.0077, 5.4047, 40.0039
Si, 2.7507, 8.1453, 40.0536
Si, 5.4703, -0.0411, 40.052
Si, 8.1889, 2.7062, 40.0349
Si, 5.443, 5.4648, 40.0786
Si, 8.1873, 8.1748, 40.0753
Si, 1.3382, 1.3722, 41.4288
Si, 4.0666, 4.0936, 41.4142
Si, 1.3643, 6.7697, 41.3732
Si, 4.0905, 9.5165, 41.4228
Si, 6.8165, 1.3505, 41.3896
Si, 9.5282, 4.0747, 41.3996
Si, 6.7978, 6.8305, 41.4239
Si, 9.5311, 9.5379, 41.4223
Si, -0.02, 2.7241, 42.7873
Si, 2.7012, -0.0039, 42.7591
Si, 0.0041, 8.1405, 42.7326
Si, 2.6977, 5.4382, 42.7739
Si, 5.4335, 2.7118, 42.7352
Si, 8.1507, -0.0018, 42.7674
Si, 5.4317, 8.1665, 42.799
Si, 8.1537, 5.4462, 42.7466
Si, 1.3315, 4.0929, 6.956
Si, 4.0559, 1.3728, 6.9145
Si, 1.3443, 9.4998, 6.9171
Si, 4.0369, 6.8101, 6.947
Si, 6.7651, 4.0998, 6.9013
Si, 9.5024, 1.3467, 6.9365
Si, 6.7863, 9.5448, 6.9541
Si, 9.5117, 6.8114, 6.9135
Si, -0.033, -0.0533, 8.2735
Si, 2.7124, 2.7366, 8.2945
Si, -0.0424, 5.4629, 8.3002
Si, 2.6748, 8.1616, 8.3227
Si, 5.3704, -0.006, 8.286
Si, 8.117, 2.7301, 8.2342
Si, 5.3931, 5.446, 8.2835
Si, 8.1717, 8.1813, 8.286
Si, 1.3586, 1.3007, 9.5703
Si, 4.0252, 4.1303, 9.6918
Si, 1.2852, 6.8289, 9.6951
Si, 4.0334, 9.5141, 9.6938
Si, 6.7195, 1.4042, 9.566
Si, 9.462, 4.0765, 9.5997
Si, 6.7652, 6.8353, 9.5865
Si, 9.5177, 9.5051, 9.7084
Si, -0.0269, 2.6559, 10.842
Si, 2.6381, -0.021, 11.0435
Si, -0.0367, 8.1328, 11.1699
Si, 2.6359, 5.4988, 11.0696
Si, 5.4032, 2.7349, 10.9893
Si, 8.0734, 0.0572, 10.8853
Si, 5.4466, 8.1581, 11.0176
Si, 8.0697, 5.4568, 10.925
Si, 1.2325, 3.989, 12.2701
Si, 4.007, 1.3987, 12.3232
Si, 1.3199, 9.5532, 12.5456
Si, 4.059, 6.8746, 12.431
Si, 6.7326, 4.135, 12.3483
Si, 9.4322, 1.4064, 12.1976
Si, 6.7355, 9.67, 12.2955
Si, 9.4659, 6.6106, 12.41
Si, -0.4002, -0.0984, 13.6246
Si, 2.7736, 2.88, 13.6232
Si, -0.5498, 4.7735, 13.5444
Si, 3.1086, 8.5588, 13.8049
Si, 5.2716, -0.0077, 13.6651
Si, 8.4975, 3.1233, 13.5139
Si, 5.0549, 5.1519, 13.7045
Si, 8.0639, 8.7989, 13.9739
Si, -0.1048, 15.4184, 16.5297
Si, 1.6835, 4.3106, 32.5556
Si, -26.4079, 22.0898, 31.8767
Si, -10.8109, 2.7907, 30.4283
Si, 3.4624, 8.1099, 16.7404
Si, -5.4257, -1.468, 21.8173
Si, -4.6212, 2.8057, 23.9632
Si, 22.7161, 1.689, 15.8816
Si, -0.9765, -4.2167, 23.4917
Si, -14.3408, 12.6004, 18.799
Si, -12.9696, 12.3699, 32.2949
Si, 19.5755, -15.6055, 18.022
Si, -5.9062, 15.3971, 21.8186
Si, 6.7903, 14.5606, 26.8467
Si, -8.0491, 10.7465, 22.5144
Si, -7.1134, 7.1094, 22.9493
Si, -24.8771, -10.5603, 22.9911
Si, -0.627, 8.6, 19.3082
Si, 15.9608, -6.3998, 16.5123
Si, -8.5075, 3.9482, 20.5265
Si, -2.6141, 19.6935, 24.6379
Si, -17.815, 13.2772, 27.6202
Si, -6.6133, 6.0767, 32.9021
Si, 12.0674, -2.6662, 21.9678
Si, -12.1625, 14.7349, 27.773
Si, 9.5923, 1.6372, 20.7738
Si, 1.6721, -0.5623, 18.0115
Si, 2.5532, 6.484, 25.7274
Si, -25.9565, 1.9257, 15.7919
Si, -25.3755, 9.6978, 19.436
Si, -6.7006, 0.9297, 25.0431
Si, -4.9294, 31.3234, 26.1786
Si, 13.4576, 5.3968, 17.8552
Si, 0.2137, 4.6439, 25.1565
Si, -15.261, 15.5235, 19.2417
Si, 1.5533, 18.2853, 28.2264
Si, 1.6211, 1.1685, 20.3483
Si, -24.9375, -4.8709, 28.3501
Si, -17.7841, 11.2961, 29.9699
Si, 10.7077, -6.7257, 22.2928
Si, 12.1389, 0.143, 31.1123
Si, -11.5286, 8.9267, 29.6988
Si, 6.6862, 8.2107, 16.7563
Si, -5.4607, -4.6163, 30.013
Si, -13.425, -1.505, 31.8701
Si, 8.4227, 8.9931, 27.4662
Si, -17.4818, 8.7302, 28.4434
Si, -18.4555, 16.0743, 28.152
O, -2.6682, -7.8122, 27.3817
O, -3.6352, 1.5865, 31.889
O, -1.9711, 2.1083, 33.7798
O, 3.0131, -7.2017, 27.6905
O, -4.9876, 10.6854, 33.3717
O, -8.9081, 5.9055, 28.7205
O, -8.1004, 10.6754, 30.8357
O, 4.0945, 10.2571, 21.6116
O, -7.6964, 21.8945, 24.0691
O, 3.6769, -9.2347, 29.0175
O, -2.8762, 8.5306, 33.1964
O, 4.097, 12.2979, 34.2208
O, -3.9895, 0.38, 19.5361
O, -22.5254, 5.93, 24.9127
O, -20.7722, 3.915, 31.1426
O, -12.8225, 1.9198, 19.3139
O, -0.0112, 5.1685, 15.0473
O, -3.9079, -1.6156, 17.923
O, -1.4978, -1.1722, 14.1966
O, -5.4144, -16.3013, 15.2678
O, -8.6809, 24.0333, 15.0311
O, -1.1003, 7.2214, 18.5828
O, -11.8966, 13.9236, 21.5149
O, 3.7108, 6.0193, 26.7938
O, 1.8449, 24.4167, 19.7288
O, 15.889, 8.1309, 22.6771
O, 7.3987, 12.5711, 23.7592
O, 7.9354, 2.5857, 14.9679
O, 5.0776, 8.0386, 16.6917
O, 8.5419, 7.2931, 13.6028
O, 18.0826, -2.1167, 15.3335
O, 4.1961, 9.7437, 14.1892
O, -10.4859, -1.0435, 30.4678
O, -13.1261, -10.167, 21.6976
O, 9.3728, 4.9778, 17.1683
O, 3.4899, -6.384, 16.8586
O, -3.5491, 12.3526, 17.2059
O, 0.2878, -3.2758, 23.1624
O, 15.261, -5.2546, 22.7898
O, 6.2681, 19.8513, 20.4761
O, 2.8738, -1.396, 17.3319
O, -2.012, 9.3841, 19.7211
O, 13.8291, 6.9487, 17.7151
O, -2.9786, 7.5679, 28.0145
O, 1.5046, 7.3992, 26.5932
O, 4.8049, 2.1712, 24.2262
O, 13.6938, 7.8806, 15.2639
O, -16.247, 13.7083, 27.4266
O, -10.5738, -1.435, 18.276
O, 6.0338, 11.5999, 14.9393
O, -13.8477, 5.423, 19.2465
O, 0.0474, 13.8088, 16.436
O, -0.4443, 3.1766, 28.9658
O, 6.61, -7.8727, 19.2822
O, 0.0498, 0.7798, 14.9051
O, -0.2929, -6.9892, 26.4869
O, 1.2176, 4.4616, 21.5299
O, -4.7753, 3.6871, 22.6241
O, 5.7808, 5.0138, 17.8567
O, -9.9161, 12.3622, 30.2686
O, -14.8121, 9.9023, 31.1935
O, -25.5484, -0.9544, 27.2589
O, -11.4834, 21.0744, 34.6747
O, -5.4719, 10.8879, 25.4981
O, -9.2696, 20.5871, 22.4309
O, -19.5385, 0.0067, 19.4197
O, -10.8284, 0.8229, 20.5066
O, 11.9282, -5.7381, 17.4566
O, -10.7196, -3.1523, 28.966
O, -4.1865, 8.6651, 25.038
O, 13.1885, 22.9809, 21.8133
O, 14.0888, 18.1435, 24.4664
O, -23.2389, 9.6874, 28.5231
O, -27.9154, 8.7432, 26.8853
O, -1.7297, -0.1124, 32.2072
O, -9.5075, 0.7388, 17.0983
O, -7.9166, -5.6233, 32.3565
O, 3.7378, 14.4858, 21.3329
O, 14.7375, -6.8238, 13.9534
O, -26.2155, 10.4116, 22.6082
O, -16.7506, 0.8975, 31.0761
O, -25.9022, 5.2353, 27.2944
O, 0.298, 8.2532, 20.6046
O, 6.7251, -7.2071, 25.234
O, -14.186, -3.9781, 17.0869
O, 1.7481, 5.1557, 25.2521
O, -2.2882, 7.5935, 23.6201
O, -12.6473, -2.1325, 26.0202
O, -4.0324, -6.9042, 34.1116
O, -8.6681, 13.9053, 33.3673
O, -12.5916, 8.4549, 30.8349
O, -20.8723, 0.3931, 32.6813
O, -11.9617, 16.4133, 22.344
O, -18.3141, 12.3532, 26.3832
O, -6.2464, -11.6016, 29.0335
O, 2.5617, 7.3574, 21.8807
O, -17.3147, -5.7128, 29.2993
O, 5.1498, 6.4297, 31.5886
O, -5.3499, -7.8939, 16.115
O, -8.1754, 8.4583, 28.6273
O, -1.7068, 5.3201, 28.3033
O, 1.818, 9.3243, 33.9966
O, -10.7815, 25.4799, 23.8311
O, -19.0292, 15.9402, 19.417
O, -7.1919, 7.4286, 33.6195
O, 5.1529, -3.2228, 29.2686
O, -12.0834, 13.2988, 31.3425
O, -1.2857, 17.6293, 34.1851
O, -3.9025, 5.885, 29.7929
O, -13.1483, 21.1146, 23.9474
O, -16.0856, 5.1528, 20.5195
O, -10.3518, 15.9347, 33.4137
H, -0.8383, 1.8988, 43.7197
H, 0.7965, 3.5511, 43.7197
H, 1.8877, -0.8339, 43.6916
H, 3.5163, 0.8245, 43.6916
H, -0.8332, 7.3344, 43.665
H, 0.82, 8.9681, 43.665
H, 3.5095, 6.2699, 43.7063
H, 1.8696, 4.6228, 43.7063
H, 6.2381, 3.5505, 43.6676
H, 4.6001, 1.9018, 43.6676
H, 7.322, -0.8166, 43.6998
H, 8.9735, 0.819, 43.6998
H, 4.5985, 7.3563, 43.7314
H, 6.2463, 8.9954, 43.7314
H, 7.3193, 4.6372, 43.6791
H, 8.9733, 6.2702, 43.6791
H, 0.515, 3.2659, 6.0236
H, 2.1596, 4.9084, 6.0236
H, 3.2408, 0.5444, 5.9821
H, 4.8893, 2.1829, 5.9821
H, 0.5283, 8.6722, 5.9846
H, 2.1579, 10.3297, 5.9846
H, 3.2251, 5.9785, 6.0146
H, 4.8701, 7.6204, 6.0146
H, 5.9605, 3.2611, 5.9688
H, 7.5995, 4.9088, 5.9688
H, 8.6796, 0.5259, 6.0041
H, 10.3206, 2.172, 6.0041
H, 5.9717, 8.7159, 6.0217
H, 7.6151, 10.3595, 6.0217
H, 8.692, 5.9874, 5.9811
H, 10.3489, 7.6175, 5.9811

Results
free energy: -161612.040 eV
free energy less fixed offsets of H -15.71, O -570.45, Si -639.56 eV per atom: -5.800 eV

Forces (eV/angstrom), in the order of the atoms: element, x, y, z
Si, -0.0035, -0.0011, -0.0316
Si, -0.0028, 0.0066, -0.0106
Si, 0.0048, -0.002, -0.0136
Si, 0.0009, -0.0022, -0.0094
Si, 0.0093, -0.0067, -0.0257
Si, 0.0058, -0.0097, -0.0131
Si, 0.0051, -0.0015, 0
Si, -0.0057, 0.0031, -0.0164
Si, 0.0025, 0.0045, 0.0085
Si, -0.0009, -0.0026, 0.0004
Si, -0.0035, 0.0006, -0.002
Si, -0.0013, 0.0004, -0.0058
Si, -0.0004, 0.0018, -0.0018
Si, -0.0036, -0.0018, -0.0061
Si, -0.0009, 0.0003, -0.0066
Si, 0.0017, -0.0041, -0.0003
Si, -0.0031, -0.0021, -0.0165
Si, 0.0012, -0.0085, -0.0152
Si, 0.0029, -0.0005, -0.0135
Si, 0.0018, -0.0013, -0.0159
Si, -0.0002, 0.0008, -0.0118
Si, -0.0007, -0.0016, -0.0094
Si, -0.0032, 0.0014, -0.009
Si, 0.0021, -0.0063, -0.0086
Si, 0.0081, 0.0009, 0.0063
Si, -0.0072, 0.0007, 0.0102
Si, -0.0031, 0.004, 0.0051
Si, 0.002, -0.0022, 0.008
Si, -0.001, 0.0033, 0.0077
Si, 0.0043, 0.0016, 0.0101
Si, -0.0006, -0.0066, 0.0085
Si, -0.0016, 0.0059, 0.003
Si, 0.0063, -0.021, 0.018
Si, 0.0024, -0.0009, 0.0167
Si, -0.0074, -0.0053, 0.0217
Si, 0.0065, 0.003, 0.0229
Si, -0.0004, -0.0076, 0.0248
Si, 0.0014, 0.0001, 0.0246
Si, -0.0132, -0.0005, 0.0159
Si, 0.001, -0.0009, 0.0197
Si, -0.0008, 0.0065, 0.1865
Si, 0.0166, 0.0084, 0.1675
Si, 0.0095, 0.0211, 0.1738
Si, -0.0255, -0.0137, 0.1815
Si, -0.0052, -0.0025, 0.1769
Si, 0.0041, 0.0141, 0.1816
Si, 0.0025, -0.005, 0.1869
Si, 0.0091, 0.007, 0.1687
Si, 0.0113, 0.0254, 0.2947
Si, 0.0745, -0.0014, 0.2829
Si, -0.0179, 0.071, 0.2756
Si, 0.0589, -0.0086, 0.2886
Si, 0.0029, 0.0493, 0.2808
Si, 0.1098, 0.0148, 0.338
Si, 0.0223, 0.0464, 0.3156
Si, 0.0226, -0.0088, 0.2872
Si, -0.0103, -0.0151, -0.2721
Si, -0.0476, -0.0191, -0.3032
Si, -0.0976, 0.0018, -0.2873
Si, -0.0282, -0.0502, -0.2931
Si, -0.0233, -0.0043, -0.34
Si, -0.0492, -0.0807, -0.3656
Si, -0.0163, -0.0348, -0.2895
Si, -0.0353, 0.0205, -0.2817
Si, 0.0112, -0.0012, -0.1812
Si, -0.0155, -0.019, -0.1721
Si, 0.0071, -0.0067, -0.1728
Si, -0.0048, -0.0183, -0.181
Si, -0.0197, -0.019, -0.176
Si, -0.0024, -0.0013, -0.1902
Si, 0.015, 0.0109, -0.1805
Si, -0.0188, -0.0108, -0.1771
Si, -0.011, 0.0108, -0.0075
Si, 0.0001, 0.0034, -0.0242
Si, 0.0048, -0.0024, -0.021
Si, 0.0026, 0.0142, -0.0225
Si, 0.0037, -0.0032, -0.0171
Si, -0.0086, 0.0015, -0.0155
Si, -0.0051, -0.0036, -0.0042
Si, 0.0012, 0.0073, -0.0271
Si, 0.0063, -0.0095, -0.0096
Si, -0.0075, 0.0071, -0.0031
Si, -0.0015, 0.0003, -0.0041
Si, -0.0026, -0.001, -0.0042
Si, 0.0056, -0.005, -0.0098
Si, -0.0026, 0.0061, -0.0031
Si, 0.0014, -0.0111, -0.0081
Si, -0.0052, -0.0018, -0.007
Si, -0.0073, -0.0037, 0.0223
Si, -0.0009, -0.0046, 0.0096
Si, -0.0001, 0.004, 0.0185
Si, -0.0002, 0.0034, 0.0141
Si, 0.0082, 0.0045, 0.016
Si, 0.0007, 0.0017, 0.0202
Si, -0.0045, 0.0033, 0.0139
Si, 0.0062, -0.0176, -0.0031
Si, 0.0028, 0.0005, -0.0282
Si, 0.0006, 0.0035, -0.0297
Si, 0.0081, 0.0041, -0.0193
Si, -0.0017, -0.0003, -0.0357
Si, -0.0027, -0.0049, -0.0278
Si, -0.0058, -0.0066, -0.0202
Si, -0.0033, -0.0018, -0.0354
Si, 0.0059, -0.0007, -0.0377
Si, 0.0019, -0.004, -0.0572
Si, -0.0053, -0.0017, -0.0479
Si, -0.012, 0.0076, -0.0391
Si, -0.01, 0.0035, -0.0585
Si, -0.0038, -0.0017, -0.0496
Si, 0.0065, -0.0034, -0.0443
Si, 0.0041, -0.001, -0.0517
Si, -0.0043, 0.0025, -0.0531
Si, 0.0094, -0.0016, -0.0431
Si, -0.0074, -0.0001, -0.0452
Si, 0.0028, 0.0095, -0.0446
Si, -0.0011, -0.0075, -0.0439
Si, -0.0018, 0.0032, -0.0491
Si, -0.0025, -0.006, -0.0814
Si, -0.0062, 0.0022, -0.0494
Si, 0.0061, -0.0019, -0.0444
Si, 0.0028, 0.0021, -0.0512
Si, -0.0054, -0.0043, -0.0488
Si, 0.0021, -0.0016, -0.0525
Si, 0.0051, 0.0057, -0.0444
Si, 0.0062, 0.0058, -0.0561
Si, 0.0046, -0.0015, -0.0497
Si, 0.0004, 0.0048, -0.0474
Si, -0.0051, 0.005, -0.0489
Si, -0.0028, 0.0045, -0.0583
Si, 0.0038, 0.0008, -0.0516
Si, 0.0057, 0.005, -0.0545
Si, 0.0035, -0.001, -0.0644
Si, 0.003, -0.0002, -0.056
Si, 0.0043, 0, -0.0485
Si, -0.0033, -0.0051, -0.0541
Si, 0.0056, 0.0084, -0.0488
Si, -0.0042, 0.0048, -0.0487
Si, -0.0036, 0.0028, -0.0515
Si, 0.005, -0.0008, -0.0484
Si, 0.0052, -0.0057, -0.0736
Si, 0.001, -0.0052, -0.0393
Si, 0.0044, -0.0023, -0.0386
Si, 0.0006, 0.0016, -0.057
Si, 0.0038, -0.0059, -0.0478
Si, 0.0061, -0.0082, -0.049
Si, 0.0014, -0.0075, -0.0573
Si, -0.0046, 0.001, -0.0486
Si, 0.0068, -0.0047, -0.0566
Si, 0.0091, -0.0034, -0.0427
Si, -0.0055, 0.0022, -0.0547
Si, -0.0009, -0.0015, -0.0483
Si, 0.0007, 0.0015, -0.0424
O, 0.0085, 0.003, 0.0174
O, 0.0067, -0.0139, 0.0282
O, -0.0116, 0.0116, 0.0236
O, 0.0003, 0.0056, 0.0116
O, -0.0058, 0.0098, 0.0289
O, -0.0013, 0.0007, 0.0244
O, -0.0091, 0.0015, 0.0221
O, -0.001, 0.0001, 0.019
O, 0.0144, 0.0092, 0.0364
O, -0.0015, -0.0158, 0.0341
O, 0.0006, -0.0117, 0.039
O, -0.0024, -0.0003, 0.0151
O, 0.0009, -0.0058, 0.017
O, 0.0038, -0.0068, 0.0192
O, 0.0108, 0.0074, 0.035
O, 0.0105, -0.0033, 0.025
O, 0.0027, -0.0016, 0.0426
O, 0.0053, 0.0103, 0.0346
O, -0.0053, -0.005, 0.0138
O, -0.0004, -0.0045, 0.0336
O, -0.0086, -0.0064, 0.0182
O, 0.0081, 0.0117, 0.0171
O, 0.0037, 0.0113, 0.0214
O, 0.0054, -0.0057, 0.0323
O, 0.0009, -0.0001, 0.0146
O, -0.005, -0.0047, 0.0152
O, -0.0046, 0.0098, 0.0178
O, -0.0123, -0.0099, 0.0316
O, 0.0008, 0.0003, 0.0159
O, -0.0125, 0.0094, 0.0149
O, -0.0072, -0.0072, 0.0354
O, -0.0047, -0.0033, 0.0169
O, 0.0084, 0.012, 0.0269
O, -0.0093, -0.0058, 0.0288
O, -0.0097, 0.0099, 0.0275
O, -0.008, 0.0037, 0.0167
O, 0.0079, -0.0027, 0.0421
O, -0.0097, -0.0078, 0.0183
O, -0.0043, 0.0084, 0.0174
O, -0.0139, 0.0003, 0.0365
O, -0.0088, 0.008, 0.0159
O, 0.0021, 0.0017, 0.0167
O, -0.0028, -0.0083, 0.0148
O, 0.0009, -0.0062, 0.0158
O, -0.0007, 0.0025, 0.0167
O, -0.005, -0.0037, 0.0216
O, 0.0045, -0.0026, 0.0386
O, -0.0072, -0.0006, 0.0158
O, -0.0075, -0.007, 0.0211
O, 0.0065, 0.0092, 0.0204
O, -0.007, -0.0041, 0.0259
O, -0.0009, 0.0027, 0.0202
O, 0.0136, -0.013, 0.0434
O, 0.0001, 0.0004, 0.0094
O, 0.0125, 0.0115, 0.0255
O, -0.01, -0.0037, 0.0435
O, -0.0128, 0.0013, 0.0271
O, 0.0054, -0.0091, 0.0286
O, 0.0103, -0.0002, 0.0359
O, -0.0026, -0.0052, 0.0148
O, -0.001, 0.0078, 0.0185
O, 0.0074, -0.0018, 0.0239
O, -0.002, 0.0002, 0.0159
O, 0.0065, -0.0094, 0.0221
O, 0.0049, 0.0016, 0.0175
O, -0.0006, 0.0088, 0.0332
O, -0.0015, 0.0034, 0.0138
O, 0.0109, 0.0008, 0.0202
O, -0.0084, 0.0088, 0.0208
O, -0.0071, 0.0024, 0.0258
O, 0.0076, -0.0068, 0.0254
O, -0.0104, -0.0053, 0.0433
O, 0.0139, 0.0022, 0.0351
O, -0.0096, -0.0045, 0.032
O, -0.0016, 0.0074, 0.0194
O, 0.0057, -0.0196, 0.0351
O, 0.0064, -0.0004, 0.022
O, 0.0085, 0.0018, 0.0227
O, 0.004, 0, 0.0064
O, 0.0072, 0.0053, 0.0279
O, 0.0276, -0.0047, 0.031
O, 0.0045, 0.0099, 0.0181
O, 0.0157, -0.0037, 0.0353
O, 0.0048, 0.0089, 0.0263
O, 0.0084, -0.007, 0.0248
O, 0.006, 0.0041, 0.0165
O, -0.005, 0.0082, 0.0226
O, 0.0003, 0.0028, 0.0381
O, 0.001, 0, 0.0088
O, 0.0054, -0.0079, 0.0262
O, -0.0117, 0.0063, 0.0321
O, -0.0006, -0.0014, 0.0476
O, -0.0003, 0.0071, 0.0158
O, -0.0001, 0.0122, 0.0379
O, -0.003, 0.0107, 0.0221
O, 0.0065, -0.0024, 0.0184
O, 0.0133, 0.007, 0.0314
O, -0.0142, -0.0057, 0.05
O, -0.0025, 0.005, 0.0219
O, 0.0016, 0.0027, 0.0164
O, -0.002, 0.0031, 0.0141
O, 0.0028, -0.0002, 0.0143
O, 0.0033, 0.0039, 0.0319
O, -0.0021, -0.0098, 0.0403
O, -0.0063, 0.004, 0.0199
O, 0.0047, -0.0084, 0.0218
O, -0.0184, -0.0142, 0.0342
O, -0.0005, -0.0036, 0.0182
O, -0.0109, 0.001, 0.0274
O, 0.0018, -0.0124, 0.0205
O, -0.0098, -0.0005, 0.0312
O, -0.0084, 0.0079, 0.021
H, 0.2726, 0.3158, -0.2691
H, -0.3065, -0.3162, -0.2549
H, 0.2984, 0.2981, -0.2572
H, -0.2877, -0.3107, -0.2383
H, 0.3344, 0.2718, -0.267
H, -0.2415, -0.362, -0.257
H, -0.2921, -0.274, -0.2741
H, 0.3165, 0.2986, -0.2763
H, -0.2528, -0.3297, -0.2502
H, 0.3291, 0.2547, -0.2723
H, 0.3008, 0.2951, -0.2896
H, -0.3128, -0.2984, -0.2481
H, 0.3129, 0.2426, -0.2739
H, -0.3075, -0.3161, -0.2411
H, 0.3141, 0.2556, -0.2596
H, -0.2875, -0.336, -0.2399
H, 0.2514, 0.3079, 0.2806
H, -0.323, -0.3049, 0.2679
H, 0.1922, 0.3626, 0.2648
H, -0.2669, -0.3385, 0.2857
H, 0.3802, 0.2834, 0.25
H, -0.2536, -0.2757, 0.2999
H, 0.2785, 0.3674, 0.2416
H, -0.3059, -0.2088, 0.2805
H, 0.2592, 0.3559, 0.2544
H, -0.352, -0.2155, 0.2758
H, 0.3434, 0.3345, 0.2215
H, -0.2269, -0.3203, 0.2753
H, 0.301, 0.2228, 0.2652
H, -0.395, -0.2617, 0.2665
H, 0.279, 0.2796, 0.2925
H, -0.3422, -0.3007, 0.271

The program warned: the cutoff lies below the one the program advises for these potential files; the forces do not sum to zero within the program's tolerance; empty levels may hold ghost states of the PAW files; the exchange-correlation potential is rough where the density is thin.
